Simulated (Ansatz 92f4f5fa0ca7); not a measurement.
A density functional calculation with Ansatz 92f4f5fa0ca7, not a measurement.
Periodic cell of 264 atoms, Si154O98As12, from a study of silicon, its oxide and their interface. The atomic structure is a simulated model.
This geometry differs little from another in the collection (a relaxation step or a small displacement).

Settings: functional PBE; potential files Ansatz PAW; basis plane waves; wave-function cutoff 700 eV; density cutoff ratio 5; exchange-correlation grid ratio 1; k mesh 2 x 2 x 1, shifted by 0.5 0.5 0.5 of a step; self-consistency stop 5e-08 eV per atom in the density residual; occupations fixed; spin none; net charge 0.

Cell vectors (angstrom)
a	11.6015	0	0
b	0	13.3963	0
c	0	0	31.0437

Atoms and the computed forces on them: element, x, y, z (angstrom), force x, y, z (eV/angstrom)
Si	11.5813	0.0523	24.1173	-0.0095	0.0123	0.0018
As	3.8823	0.0198	24.0541	-0.0044	-0.0029	-0.0023
As	7.6458	0.0222	24.0267	0.0022	0.0036	-0.003
As	1.9807	3.3326	24.0339	-0.003	0.0045	0.0054
As	5.7689	3.3243	24.0605	-0.0013	0.0023	-0.0035
Si	9.783	3.353	24.3294	-0.007	0.0093	-0.0144
Si	11.324	6.7949	24.3319	0.0135	-0.0057	-0.0085
Si	3.8098	6.7601	24.4018	-0.017	0.0144	0.0145
Si	7.7012	6.5865	24.5842	0.0062	-0.0024	-0.0046
As	1.9766	10.054	24.0475	-0.0067	0.0028	-0.0005
As	5.7436	10.0895	24.0756	0.0051	0.004	-0.0059
Si	9.6382	10.1004	24.188	0.0012	-0.001	0.005
Si	11.7051	2.2262	25.1166	0.0128	-0.0057	0.0006
Si	3.8725	2.2269	25.1291	0.0009	-0.0035	0.0075
Si	7.7319	2.236	25.044	-0.0087	-0.0083	0.0067
Si	1.8021	5.5953	24.9737	0.0042	0.0038	-0.0133
Si	5.6956	5.5001	25.1711	0.0074	-0.0016	0.0068
Si	9.6392	5.5255	25.3726	-0.0079	-0.0051	0.0003
Si	11.6091	9.0327	25.0914	-0.0026	0.0059	0.0047
Si	3.8577	9.011	25.1917	-0.0002	-0.0113	0.0108
Si	7.6837	8.9513	25.0604	-0.0057	-0.0038	0.0015
Si	1.9281	12.2902	25.0162	0.0105	-0.0046	-0.0027
Si	5.7735	12.2996	25.128	0.0036	-0.0022	0.0092
Si	9.6115	12.3512	25.0015	-0.0031	0.004	-0.0002
Si	11.6269	2.2071	27.4847	0.0017	-0.006	0.0157
Si	3.8705	2.2382	27.4847	0.0037	0.0042	0.0021
Si	7.7555	2.2393	27.4339	-0.0098	0.0038	0.0086
Si	1.8892	5.6084	27.3955	-0.0003	-0.0021	0.0142
Si	5.7665	5.5763	27.5226	-0.0023	-0.0025	0.0045
Si	9.686	5.5524	27.6707	-0.006	-0.0012	0.0149
Si	11.5925	8.9594	27.4674	0.0006	-0.002	0.0055
Si	3.8575	8.9626	27.5325	0.0018	0.0014	0.0012
Si	7.7363	8.9452	27.4469	-0.004	-0.0048	0.012
Si	1.9116	12.2923	27.4157	0.0066	0.0033	0.0059
Si	5.7981	12.2917	27.4845	-0.0047	0.0053	-0.0012
Si	9.6695	12.29	27.4102	-0.0068	-0.0081	0.0044
Si	1.951	1.102	28.2775	-0.015	-0.0038	-0.0091
Si	5.8176	1.1323	28.266	0.0074	-0.0034	-0.0051
Si	9.6721	1.1119	28.2584	0.005	0.0077	-0.0122
Si	11.6404	4.4358	28.3018	-0.0051	0.0069	-0.009
Si	3.8182	4.4772	28.2678	-0.0011	0.0023	-0.0147
Si	7.7057	4.4472	28.299	0.0093	-0.0005	-0.0109
Si	1.9151	7.8202	28.2649	-0.0096	0.0035	-0.0058
Si	5.8033	7.8278	28.271	0.0044	0.0039	-0.0054
Si	9.6662	7.8358	28.2812	0.0044	0.0029	-0.016
Si	11.5936	11.1865	28.2606	-0.0026	-0.0003	-0.0111
Si	3.8486	11.1974	28.2759	-0.0057	-0.0031	-0.0057
Si	7.7421	11.1739	28.2597	0.0154	0.0026	-0.0044
Si	1.9336	1.1164	30.6488	0.0229	-0.0449	-0.0136
Si	5.8008	1.1164	30.6488	0.0488	0.0468	-0.1139
Si	9.6679	1.1164	30.6488	-0.0036	-0.0366	-0.1338
Si	0	4.4654	30.6488	0.2001	-0.0902	0.1754
Si	3.8672	4.4654	30.6488	-0.1681	0.0323	-0.0726
Si	7.7343	4.4654	30.6488	-0.1171	-0.0956	0.1504
Si	1.9336	7.8145	30.6488	-0.0501	-0.0185	-0.1123
Si	5.8008	7.8145	30.6488	0.0316	0.0267	-0.0375
Si	9.6679	7.8145	30.6488	-0.0088	0.1272	0.0087
Si	0	11.1635	30.6488	-0.0365	0.0608	-0.1683
Si	3.8672	11.1635	30.6488	-0.0747	0.1163	-0.0168
Si	7.7343	11.1635	30.6488	0.0525	0.026	-0.132
Si	0	0	0.3944	0.017	-0.0269	0
Si	3.8672	0	0.3944	0.0165	-0.0189	0.0788
Si	7.7343	0	0.3944	-0.0146	0.0098	0.0958
Si	1.9336	3.3491	0.3944	-0.0203	0.0173	0.1234
Si	5.8008	3.3491	0.3944	0.0594	-0.0559	0.0772
Si	9.6679	3.3491	0.3944	-0.0163	0.0014	0.1077
Si	0	6.6981	0.3944	-0.0205	-0.0101	0.0644
Si	3.8672	6.6981	0.3944	0.0109	-0.0356	-0.0115
Si	7.7343	6.6981	0.3944	0.0551	-0.0387	0.0854
Si	1.9336	10.0472	0.3944	-0.0053	-0.0482	-0.0392
Si	5.8008	10.0472	0.3944	0.0372	0.0014	0.0387
Si	9.6679	10.0472	0.3944	0.0767	-0.0102	-0.0217
Si	11.6127	-0.0137	2.7627	0.0015	-0.0021	0.0127
Si	3.8818	-0.0105	2.7712	-0.0026	0.0029	0.007
Si	7.7412	-0.004	2.7773	-0.0023	-0.0038	0.0117
Si	1.9363	3.3367	2.7674	0.0077	0.0004	0.0085
Si	5.8032	3.3318	2.7718	-0.0084	0.0002	0.0054
Si	9.6723	3.335	2.783	0.0006	-0.0034	0.0044
Si	11.6055	6.686	2.7745	-0.0094	-0.004	0.0109
Si	3.8799	6.6904	2.7641	0.0062	0.0003	0.0056
Si	7.7596	6.6821	2.778	0.0092	-0.0026	0.0058
Si	1.9417	10.0229	2.7607	0	0.0012	0.0018
Si	5.8235	10.0439	2.775	0.0079	-0.0005	0.0032
Si	9.7031	10.0451	2.7562	-0.0069	0.0048	0.0086
Si	11.6115	2.2098	3.5642	-0.0076	-0.0009	-0.0012
Si	3.8631	2.2219	3.5664	0.0019	0.0023	-0.0124
Si	7.7361	2.222	3.5973	0.0068	0.0001	0.0018
Si	1.9431	5.5738	3.5537	0.0009	0.0003	-0.007
Si	5.8151	5.5657	3.5495	-0.0067	-0.0015	-0.0052
Si	9.6881	5.5613	3.6065	-0.0025	0.0057	-0.0139
Si	11.6139	8.9122	3.5865	0.0026	0.0011	-0.0043
Si	3.8845	8.9229	3.5524	-0.0073	-0.0035	-0.0046
Si	7.7834	8.9281	3.5384	0	0.0065	-0.0141
Si	1.9476	12.2546	3.5371	0.0001	-0.002	-0.0035
Si	5.8114	12.2752	3.5867	0.0023	-0.0018	-0.0009
Si	9.6796	12.2715	3.5582	-0.0002	-0.0059	-0.0048
Si	11.5815	2.1469	5.9334	0.015	0.0003	-0.005
Si	3.8447	2.2713	5.9316	-0.0042	-0.0021	-0.0033
Si	7.7738	2.1694	5.9888	-0.0082	-0.0008	-0.0031
Si	1.9671	5.6	5.9157	-0.003	-0.0009	-0.013
Si	5.7904	5.5457	5.9133	0.0076	0.0066	-0.0063
Si	9.7035	5.5579	6.0032	0.0058	0.0092	0.0024
Si	11.6652	8.9294	5.9654	-0.0038	0.0073	-0.0091
Si	3.8637	8.9252	5.9137	0.0061	0.0069	-0.0085
Si	7.8255	8.9773	5.8976	-0.0004	0.0117	-0.0078
Si	1.9657	12.1967	5.892	0.0012	0.0028	0.0045
Si	5.7926	12.2368	5.9626	-0.0003	0.0012	-0.0015
Si	9.6908	12.248	5.9141	-0.0004	0.0016	-0.0062
Si	1.9411	1.0283	6.7246	-0.0007	-0.0044	-0.0086
Si	5.7653	1.114	6.7683	0.0053	0.0027	-0.0019
As	9.6883	1.0374	6.9938	-0.0066	0.0047	0.007
Si	11.6669	4.389	6.7526	-0.0342	-0.0133	0.0056
As	3.8557	4.495	6.9582	0.0093	0.0036	0.0114
Si	7.7388	4.4378	6.7714	-0.0102	0.0012	0.0015
As	1.9819	7.8114	6.9816	0.0019	0.0017	0.0121
Si	5.8728	7.8389	6.6153	-0.0041	-0.024	0.0155
Si	9.7309	7.8042	6.8179	-0.0102	-0.0327	-0.0004
As	11.6331	11.1517	6.9719	0.0044	-0.001	0.0063
As	3.8637	11.1066	6.9798	-0.0053	-0.0023	-0.002
As	7.7635	11.1654	6.9764	0.0015	0.0025	-0.0002
O	5.6741	1.1638	8.4354	-0.0032	0.0006	0.0074
O	7.744	4.5234	8.4442	0.0017	-0.0022	0.0104
O	9.7582	7.6965	8.4827	0.0033	0.0106	0.0132
O	6.0572	7.9336	8.2511	0.0059	0.007	0.0116
O	1.9251	0.8534	8.3786	0.0006	0.0034	0.0093
O	0.1564	4.2723	8.4041	0.0168	0.009	0.0095
O	3.8621	6.9969	22.76	0.0092	-0.0102	-0.0125
O	9.6603	10.062	22.521	0.0036	0.0046	-0.0034
O	10.6525	6.9587	22.7731	-0.0011	-0.0004	0.0033
O	8.0329	6.1718	23.0013	0.0038	-0.0021	-0.011
O	11.4845	13.6198	22.4455	0.0065	-0.0063	-0.0042
O	10.1425	3.3944	22.6928	0.0012	0.0031	-0.0033
Si	5.7464	12.2267	13.417	0.0001	0.0031	0
Si	7.7906	6.7209	15.7621	0.0019	-0.0011	-0.0042
Si	7.2172	7.3741	20.1363	0.001	0.0022	0.0045
Si	8.3262	1.9705	14.7631	-0.0009	0.0009	-0.0028
Si	9.4697	4.8338	11.4362	-0.0051	-0.0029	-0.0007
Si	0.36	3.9621	9.9842	0.0012	0	-0.0094
Si	9.2568	6.5631	21.9954	-0.0044	0.003	0.0171
Si	9.4209	7.7793	10.0793	-0.001	0.0045	-0.0077
Si	6.6044	5.0679	18.1541	0.0011	0	-0.0021
Si	4.0332	11.3489	15.6318	0.001	-0.0004	-0.0018
Si	2.8128	3.6761	16.1125	0	0.0002	-0.0041
Si	3.0738	8.2602	19.0365	0	0.0017	0.003
Si	0.9105	12.4629	12.0239	-0.0024	-0.0008	-0.0022
Si	5.2831	1.9167	9.8264	0.004	-0.0004	-0.0045
Si	0.2534	8.2729	19.3438	-0.0001	0.0007	0.0012
Si	10.6853	13.2951	14.4291	-0.0033	0.0001	-0.0029
Si	11.3827	9.1743	16.3734	-0.0027	-0.0005	-0.0045
Si	3.3609	10.6883	12.938	0.0003	0.0004	-0.0004
Si	9.6431	4.6504	14.6547	0	-0.0013	-0.0008
Si	5.3214	6.7504	14.2756	-0.0018	0.0002	-0.0051
Si	0.8619	7.8047	13.9745	-0.0001	-0.0005	-0.0015
Si	2.0006	5.8202	11.8613	-0.0027	0.001	-0.0051
Si	8.4169	9.6838	16.3002	-0.0003	0.0026	-0.0053
Si	1.2142	11.9739	16.3828	-0.0004	0.0008	-0.005
Si	11.5159	3.555	16.9575	-0.0022	0.0006	-0.0068
Si	3.9782	4.4397	19.6309	0.0004	0.0007	0.0051
Si	7.4358	10.2588	19.0818	-0.0008	0.0021	0.001
Si	6.0718	1.6497	12.5977	0.0047	-0.0016	-0.0009
Si	4.2353	1.9326	18.2879	0.0009	0.0009	-0.0021
Si	7.1859	1.9237	17.6709	-0.0007	-0.0005	-0.0038
Si	2.1097	1.2791	9.9383	-0.0014	0.0019	-0.0061
Si	8.5468	11.0746	13.7111	-0.0014	0.003	-0.0021
Si	0.8231	5.1251	19.4518	-0.0003	-0.0019	0.0008
Si	10.0084	10.3135	20.944	-0.0025	0.0017	0.0038
Si	3.0665	6.9252	16.0946	-0.0014	0.0003	-0.0031
Si	10.3174	3.9247	21.1634	0.0026	0.0012	0.0077
Si	4.0304	8.0922	11.7085	0.0035	-0.001	-0.0038
Si	4.6065	10.8325	18.7075	0.0013	0.0009	-0.0019
Si	9.8734	1.7609	19.0167	-0.0024	0.0013	-0.0008
Si	11.5557	13.1123	20.8816	0.0003	0.0003	0.0024
Si	4.4445	6.6274	21.3069	-0.001	0.0026	0.0087
Si	6.8999	4.5666	9.8479	0.002	-0.002	-0.0068
Si	4.0622	3.9953	13.4177	0.0005	0.0019	-0.0024
Si	6.3602	7.6404	9.8069	-0.0055	-0.0011	-0.0135
Si	10.898	9.8113	11.9915	-0.0017	0.0008	-0.0045
Si	2.34	12.9007	19.0411	0.0017	-0.0003	0.0009
O	5.7242	1.2841	18.0606	-0.0005	0.0036	-0.0014
O	4.6253	7.1646	15.6925	-0.0003	-0.0008	-0.0018
O	7.069	8.6746	19.1879	-0.0001	0.0013	-0.0021
O	4.2896	9.3018	19.1155	-0.0031	0.001	0.0005
O	9.5451	12.1536	14.3764	-0.0007	0	-0.0018
O	8.6282	10.6448	20.1225	0.0004	-0.0006	-0.0056
O	0.9904	6.4743	13.0045	0.0007	0.0009	-0.002
O	2.722	12.3211	15.8271	-0.002	-0.0022	0.0018
O	9.8442	4.8231	13.0367	-0.0001	0.0017	-0.0038
O	3.1032	9.4034	11.9865	0.0009	0.0028	-0.0006
O	2.8263	7.5996	17.5586	0.0002	-0.0004	-0.0003
O	2.4108	4.769	19.2747	-0.0015	0.0013	-0.0016
O	1.6999	9.0158	19.4797	-0.0011	-0.0032	-0.0031
O	6.276	1.3598	11.0015	-0.003	0.0011	0.0026
O	9.4675	10.1524	12.7306	0.0011	0.0006	0.0003
O	1.2209	2.6087	10.2406	-0.0018	-0.0001	-0.0007
O	5.6463	3.5204	9.7504	0.0019	-0.0012	0.0003
O	3.5261	11.8371	19.3735	-0.0013	0.0008	-0.0044
O	6.2451	6.0383	10.0925	0.0005	0.0005	0.001
O	2.1626	11.7801	12.817	-0.0002	-0.0007	-0.0016
O	9.2012	6.0661	15.3095	-0.0047	0.0009	-0.0004
O	0.9235	10.3534	16.2112	-0.0012	0.0021	0.0015
O	7.8293	10.5536	17.5304	0.0023	-0.0034	-0.0012
O	7.4701	1.5515	16.0937	0.0005	0.001	0.0009
O	2.9353	4.6011	12.4115	0.0004	0.0026	-0.0001
O	10.6653	2.3479	17.6879	-0.0002	0.0001	0.003
O	6.087	11.1604	19.3178	-0.0005	-0.0037	-0.0029
O	7.9458	4.2966	11.096	0.0052	0.0011	-0.0003
O	2.9907	6.945	11.2208	-0.0019	-0.0004	0.0017
O	6.9141	5.7377	16.7114	-0.0004	0.0015	-0.0013
O	1.109	5.2452	10.6447	-0.0015	-0.0007	0.0024
O	5.0002	5.1076	18.5124	0.0015	-0.0011	0.0009
O	3.9373	2.965	17.0552	-0.0023	0.0004	0.0008
O	5.1795	8.4112	10.6138	-0.0033	0	0.001
O	4.503	10.811	17.0799	-0.0036	0	-0.0011
O	10.453	8.8634	10.7363	0.0014	0.001	0.0018
O	8.4034	1.2355	18.5262	0.002	0.0022	0.0001
O	3.0729	0.8151	18.4103	-0.0003	0.0002	0.0015
O	8.4552	3.5803	14.8868	0.0018	-0.0003	0.0009
O	7.8347	10.1547	14.8575	0.002	-0.0008	0.0005
O	5.0937	2.9455	12.7334	-0.002	0.0007	-0.0009
O	5.3805	12.014	15.0005	-0.0022	-0.0031	-0.0026
O	0.4685	6.6971	19.7478	-0.0017	0.0026	-0.0027
O	7.5048	1.7166	13.3748	-0.0025	0.0005	-0.0011
O	0.1037	12.9264	15.6564	0.0001	-0.001	-0.0007
O	5.0048	5.1865	13.9855	-0.002	0.0025	-0.0004
O	5.9278	7.2587	21.1309	0.0006	-0.001	-0.0079
O	1.5235	13.2063	20.4187	-0.0006	0.0001	-0.0068
O	11.3916	8.0208	15.1994	-0.0017	0.0016	0.0013
O	10.8002	9.0297	20.312	0.001	0.0008	-0.0051
O	10.5025	3.8087	10.696	0.0027	0.003	-0.0019
O	9.6094	2.9182	20.1208	0.0002	-0.0002	-0.0047
O	0.0528	4.7599	18.0545	0.0007	-0.0001	0.0012
O	3.5305	10.2458	14.5163	-0.0001	0.0044	-0.0046
O	7.8387	8.2003	10.2425	0.0046	-0.0034	-0.0028
O	7.3611	5.9889	19.2765	-0.0033	0.0001	-0.0039
O	2.7246	5.3192	16.1909	0.0009	0.0019	0.0002
O	7.2961	11.8783	13.0204	-0.0021	0.0005	0
O	9.6477	6.3433	10.828	-0.0015	-0.002	-0.0005
O	8.5669	7.6738	21.0175	-0.0024	-0.0003	-0.0113
O	3.2269	3.2525	14.5985	-0.0009	0.0026	-0.0007
O	4.7892	11.3185	12.4617	-0.0031	0.0008	0.0008
O	6.9196	6.9848	14.4076	-0.0017	0.0001	0.0017
O	5.2993	0.3683	13.1918	0.001	0.0001	-0.0006
O	7.1527	3.5271	18.0522	-0.0021	0.0007	-0.0002
O	2.2411	7.6706	14.8791	0	-0.0009	0.001
O	3.4257	7.1544	20.1606	-0.0015	0.0018	-0.004
O	10.0023	9.9968	16.2732	-0.0005	-0.0038	0.0028
O	4.2133	2.827	19.6595	-0.0009	0.0013	-0.0054
O	3.7017	1.6293	10.1898	-0.0012	-0.0012	-0.0007
O	0.4015	9.0358	12.9544	-0.0025	-0.0009	-0.0015
O	10.6864	0.5911	19.8055	-0.0019	0.0009	-0.0054
O	-0.0218	13.3507	13.0509	0.0005	-0.0014	-0.0016
O	9.8273	1.2842	14.671	-0.0009	0.0006	0.0001
O	9.5327	5.3234	21.0048	-0.0009	-0.003	-0.0006
O	4.4169	4.9999	21.1045	-0.001	0.001	-0.0089
O	8.1093	8.1086	16.5312	-0.0008	0.0021	-0.0014
O	1.393	3.0086	16.5469	0.0006	0.0021	0.0023
O	11.399	8.3768	17.7869	-0.0003	0.001	0
O	4.7884	7.6738	13.0725	-0.0025	-0.0012	0.0003
O	-0.0083	11.2095	11.46	-0.0004	0	-0.0027
O	1.2375	12.3245	17.9783	0.0005	0.0003	-0.0019
O	1.5298	0.0532	10.8701	-0.0012	-0.0022	0.0008
O	0.2731	4.1988	20.7017	-0.0048	0.0033	-0.0086
O	11.0105	11.5862	20.82	-0.0026	-0.0001	-0.0029
O	10.9144	4.124	15.5414	-0.0013	0.0016	0.0018

Results
free energy: -211936.925 eV
free energy less fixed offsets of As -4857.07, O -569.03, Si -635.61 eV per atom: -3.205 eV

The program warned: the cutoff lies below the one the program advises for these potential files; the forces do not sum to zero within the program's tolerance; the exchange-correlation potential is rough where the density is thin.
